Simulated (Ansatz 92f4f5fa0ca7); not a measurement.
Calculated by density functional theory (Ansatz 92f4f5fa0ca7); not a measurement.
Periodic cell of 130 atoms, Si86O44, from a study of silicon, its oxide and their interface. The atomic structure is a simulated model.

Settings
functional: r2SCAN
potential files: Ansatz norm-conserving
basis: plane waves
wave-function cutoff: 1300 eV
density cutoff ratio: 4
exchange-correlation grid ratio: 1
k mesh: 2 x 2 x 1, shifted by 0.5 0.5 0.5 of a step
self-consistency stop: 5e-08 eV per atom in the density residual
occupations: Fermi-Dirac, 0.05 eV
spin: none
net charge: 0

Cell vectors (angstrom)
a	10.88	0	0
b	0	10.88	0
c	0	0	19.1548

Atoms and the computed forces on them: element, x, y, z (angstrom), force x, y, z (eV/angstrom)
Si	-0.5896	-2.3109	-0.7284	-0.8296	0.3798	1.5703
Si	2.765	2.7051	-0.262	0.2497	-2.8552	-2.7064
Si	-0.525	5.3832	-1.0851	2.6729	-1.7289	0.7276
Si	3.2797	7.5352	-0.6094	-0.8634	-0.0467	-0.269
Si	4.6617	1.0693	-0.2025	0.1974	1.0986	1.4603
Si	8.0956	2.065	-0.0965	-2.4275	1.7171	0.3448
Si	4.6985	5.7087	-0.2427	-1.0226	-1.4301	-0.1588
Si	8.2448	6.2134	-1.1237	0.186	1.3858	-0.6238
Si	1.3389	0.8545	1.5457	0.4375	2.571	-1.2691
Si	3.0837	4.3526	1.1452	3.9476	1.4067	-0.2501
Si	1.1567	6.8045	0.0921	-0.8119	0.9552	-2.0236
Si	3.7929	9.2875	0.8882	-0.4218	-2.0845	2.2881
Si	6.5101	1.1597	1.3783	-0.0306	0.5458	-0.4755
Si	9.8081	4.1454	1.4843	0.1913	0.1046	-1.2598
Si	6.7295	6.5657	0.601	-0.9923	-1.1967	-0.1348
Si	10.0125	9.8656	1.2065	-4.5	-3.6233	0.1117
Si	-0.0194	2.5852	2.7957	2.379	0.6626	0.5605
Si	2.9847	-0.3924	2.752	-2.4887	1.1101	0.1197
Si	-0.1626	8.0932	2.5117	0.3752	-0.2348	1.6046
Si	2.4372	5.9271	2.532	-1.1571	-0.5488	1.3345
Si	5.6072	2.8892	2.7799	-1.648	0.0435	-1.1649
Si	8.0018	-0.1816	2.543	3.1077	1.853	-1.0462
Si	5.4521	8.3939	2.3463	0.0971	0.5121	-1.734
Si	8.3753	5.4387	2.9942	-0.1625	-0.6885	-0.9344
Si	1.4127	4.3327	4.0284	-1.3047	-0.1676	-1.1736
Si	3.9316	1.5318	3.9394	0.763	-0.1679	0.4818
Si	0.9194	9.562	3.9869	3.0397	-0.4749	0.4389
Si	4.0492	6.9546	3.687	1.3441	-0.6938	0.624
Si	6.9724	4.0749	4.1642	-0.7217	-0.0936	1.0654
Si	9.4391	1.2667	4.0498	-0.3463	-0.6216	0.4347
Si	6.84	9.5068	3.8797	-1.3016	-1.5244	2.1602
Si	9.5454	6.9726	4.2216	-0.4452	-0.0432	-0.1813
Si	0.0295	-0.0013	5.6845	-2.4644	0.134	-1.437
Si	2.6006	3.1072	5.4213	0.0958	-2.9542	0.785
Si	-0.1077	5.3824	5.3838	-0.6584	-0.0632	0.869
Si	2.6887	8.061	5.1853	-2.1129	0.1068	-0.6123
Si	5.3263	0.0035	5.1844	0.5574	0.8641	-0.2839
Si	8.057	2.5366	5.4717	0.5398	-0.0715	0.225
Si	5.2366	5.3192	5.3067	-0.0226	0.2152	-0.2459
Si	7.9719	8.1548	5.5884	-0.6029	-0.7009	-1.1662
Si	1.1683	1.5804	6.914	1.2935	-0.053	-0.2418
Si	3.9842	3.9565	6.9873	1.9931	1.4114	0.3718
Si	1.1358	6.852	6.6162	1.5498	0.5393	1.6214
Si	4.026	9.4404	6.32	-0.4269	0.4536	1.7708
Si	6.6069	1.2403	6.7974	-0.1117	1.0766	-0.567
Si	9.3339	4.0047	6.8123	0.1349	-0.5964	0.7694
Si	6.3827	6.7528	6.7238	0.8664	-0.0487	-0.3679
Si	9.2365	9.5172	6.8595	0.6924	2.7348	0.6514
Si	0.0042	2.5738	8.6886	-1.0374	0.5169	-1.3168
Si	2.6691	-0.1114	7.7729	1.8373	1.5545	-0.3496
Si	0.1596	8.7592	7.9826	-1.0705	-2.7105	0.1086
Si	2.7789	5.6122	8.1733	-1.3768	-0.232	-0.1494
Si	5.849	2.864	8.4286	-1.0911	0.3589	-0.6318
Si	7.9562	0.3115	8.3257	0.6097	-2.2331	-0.9094
Si	5.2093	8.2431	7.9811	-0.7405	1.1176	1.0151
Si	7.572	4.572	8.4858	-0.3057	2.4876	-2.0466
Si	1.4669	4.1466	9.602	0.5269	0.8373	0.5066
Si	4.4232	1.1196	9.3421	-1.1619	0.291	-0.7981
Si	1.8684	9.3606	9.331	0.5776	0.7042	1.76
Si	3.4931	7.4426	9.5417	0.0424	0.3865	-0.5673
Si	6.1671	3.0084	11.1761	0.8328	-0.8331	-0.9869
Si	9.222	1.2655	9.9256	0.9597	0.2003	0.2476
Si	6.549	9.7102	9.4934	0.7297	-3.3877	0.6079
Si	9.8652	7.7871	9.9303	0.0857	-1.4682	-0.0794
Si	2.4549	-0.2719	14.8721	-0.5973	-0.3922	-1.8251
Si	2.5154	2.9428	11.2635	0.6066	-2.0819	-0.554
Si	1.092	5.8433	11.3006	-0.8873	-1.6395	0.1149
Si	3.7336	6.7947	11.8946	-0.1072	1.1651	-0.8601
Si	5.7961	0.2692	11.0199	-0.6499	1.4726	1.6073
Si	8.5534	3.3206	10.7967	0.1135	1.5825	1.2307
Si	4.5679	4.5845	11.9636	-0.7976	-1.644	0.7633
Si	8.1065	9.0151	13.6259	1.9144	1.6909	-2.0933
Si	-0.7925	-0.6629	15.8273	3.8279	1.3833	0.289
Si	4.7811	9.535	13.3567	1.3135	-2.1664	2.4057
Si	13.3677	2.6742	15.7208	-0.7969	1.0028	-0.9234
Si	10.522	4.8174	12.7969	-0.0892	-1.3699	-0.5796
Si	4.8697	4.2156	14.2842	-0.9202	-0.0486	0.5567
Si	12.0625	11.1397	12.1206	3.0617	-4.2352	-0.0704
Si	-1.9681	1.3336	16.1232	0.1733	-1.9246	0.7623
Si	-3.9854	3.1285	15.1404	-2.611	-0.1599	0.5836
Si	11.1596	3.4774	15.5468	1.3587	-0.6597	0.7878
Si	7.6529	6.7222	10.4783	1.9727	2.1844	-3.7951
Si	6.0573	3.3437	17.3595	-1.9904	-0.0999	0.7532
Si	7.2652	5.8187	15.064	-3.0831	1.5772	0.7338
Si	8.2736	-4.1458	13.2693	0.2454	-0.2756	-0.728
Si	9.2966	10.299	11.6624	0.1654	1.2728	2.5181
O	-7.5817	-7.0639	-4.2913	2.471	0.3815	-0.7037
O	1.588	1.5853	-0.0516	0.4047	0.6577	1.6259
O	4.6825	4.0797	1.9368	-0.651	-1.5821	0.4767
O	2.7764	3.0593	-1.9252	0.2262	-0.4481	3.5865
O	0.194	4.6564	-2.458	-1.2379	0.2575	1.1023
O	-0.2916	10.9395	-6.5782	-3.2757	-0.7577	-0.2377
O	4.1749	10.3802	-0.1632	0.8651	2.6158	-2.6482
O	0.2737	10.7852	0.7845	1.7868	1.5854	0.2301
O	5.3697	1.7588	-1.4863	0.9136	1.37	-1.448
O	7.6175	6.4197	-2.6296	-0.3018	-0.7894	-0.3241
O	6.3292	8.1275	0.7564	0.0971	0.21	1.9476
O	9.2788	2.7066	0.7609	-0.2472	0.0199	-0.6408
O	7.1297	6.0766	2.1052	0.099	0.4565	-0.6814
O	12.0668	6.9695	1.924	-1.3422	0.3452	-0.5643
O	-2.1555	4.6854	9.6536	-0.0553	-2.7256	2.9917
O	1.0788	-0.7143	15.5992	-1.453	0.6069	0.1111
O	1.3781	1.7988	12.0209	2.3681	4.0835	-0.7755
O	4.856	-0.1434	12.3726	0.309	1.548	-2.6456
O	2.1945	6.4604	12.4138	0.0004	0.0513	-1.3194
O	4.2145	8.1	12.7535	0.9966	0.4068	0.3116
O	-3.8913	6.2376	8.9723	0.3506	-2.6548	1.3583
O	-3.3373	-4.9192	11.8998	-0.1279	0.9839	1.2452
O	3.4453	1.802	10.4638	-0.7097	0.6217	0.6843
O	9.4661	3.7066	12.1616	-0.7374	0.1293	-1.9115
O	7.1701	3.4716	18.5386	1.43	-0.8417	0.2564
O	1.5028	10.3127	10.6602	-0.0862	0.1198	0.8765
O	7.1061	8.2562	10.4663	-1.2255	2.0293	-0.1295
O	9.8597	8.9227	11.0991	0.5131	-0.3645	-0.8385
O	7.6339	1.6894	15.1847	-0.1465	-0.4189	-0.3371
O	2.0772	10.3083	13.316	-1.1906	2.1281	-2.9027
O	6.5687	9.4048	13.6472	-3.1997	-0.3306	1.0409
O	10.3544	-1.0814	17.3439	-0.6199	-1.7756	0.5712
O	9.987	2.391	15.7354	0.871	1.6629	0.4539
O	11.0414	3.9643	14.0512	0.3093	0.9599	-0.5025
O	13.8769	1.2183	15.2141	-0.7863	0.4994	0.6359
O	14.821	9.9234	14.7048	1.3758	-1.4683	0.5092
O	11.1664	6.8371	10.3167	0.1868	0.4019	0.8606
O	-2.3587	1.2618	17.7306	0.2812	0.2896	-0.915
O	-5.3113	5.595	15.0315	0.7075	-0.5051	-0.8007
O	-1.9863	7.7192	18.2089	0.7054	0.7905	-0.0406
O	4.9757	4.6524	17.6234	1.668	-1.2575	-0.0397
O	7.8508	4.3906	14.7396	1.5555	-2.3239	0.2362
O	9.3079	9.3281	14.7955	-1.9699	-1.7724	-1.2817
O	9.8093	6.1413	13.3496	-1.6056	1.4099	0.4267

Results
free energy: -30520.019 eV
free energy less fixed offsets of O -463.61, Si -117.95 eV per atom: 22.521 eV
pressure: -0.89 GPa
stress xx, yy, zz, yz, xz, xy (GPa, positive in tension): 0.85, 0.41, 1.4, 0.68, -0.64, -0.3
